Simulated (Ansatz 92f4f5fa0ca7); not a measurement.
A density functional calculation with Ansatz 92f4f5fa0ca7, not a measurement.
Periodic cell of 372 atoms, Si256O116, from a study of silicon, its oxide and their interface. The atomic structure is a simulated model.
This geometry differs little from another in the collection (a relaxation step or a small displacement).

Settings: functional r2SCAN; potential files Ansatz PAW; basis plane waves; wave-function cutoff 800 eV; density cutoff ratio 5; exchange-correlation grid ratio 1; k mesh 1 x 1 x 1, Gamma-centred; self-consistency stop 1e-10 eV per atom in the density residual; occupations fixed; spin none; net charge 0.

Cell vectors (angstrom)
a 16.3305 0 0
b 0 16.3305 0
c 0 0 24.5009

Atoms: element, x, y, z (angstrom)
Si -0.7233 0.5087 0.0888
Si 2.0234 3.019 -0.1635
Si 0.0738 5.3287 0.4068
Si 2.8228 8.1151 0.4372
Si 0.8385 10.4441 -0.0971
Si 2.8268 13.727 -0.0502
Si 5.4692 0.1963 -0.3081
Si 8.4836 2.4231 0.1483
Si 5.0124 5.9558 -0.0062
Si 8.0133 8.1868 0.1278
Si 5.6959 10.2785 0.0331
Si 8.504 13.435 0.3929
Si 10.7718 0.2462 0.3287
Si 13.5308 2.7424 0.4936
Si 11.4055 4.9285 0.0664
Si 14.2428 7.4552 -0.2096
Si 10.4858 11.0923 -0.1005
Si 13.559 13.2503 -0.3054
Si 1.1108 1.4289 1.3306
Si 3.9242 4.0727 1.0504
Si 1.4221 6.7337 1.6394
Si 4.2328 9.457 1.6663
Si 1.6278 12.1594 1.3137
Si 4.216 15.0983 1.199
Si 6.8521 1.2629 1.3146
Si 9.6309 4.0442 1.372
Si 6.7273 6.7548 1.4331
Si 9.5351 9.472 1.3278
Si 6.7589 12.1301 1.2413
Si 9.7275 14.9189 1.6494
Si 12.2181 1.3345 1.7454
Si 14.9781 4.0667 1.7142
Si 12.4815 6.6639 1.2467
Si 15.2158 9.3743 0.9667
Si 12.2103 12.1033 1.2191
Si 14.8262 14.848 1.1469
Si -0.0044 2.6675 2.9459
Si 2.6731 0.0376 2.5345
Si 0.0088 8.204 2.7345
Si 2.8049 5.2981 2.7871
Si 0.0447 13.5628 2.5
Si 2.8628 10.9245 2.8528
Si 5.3745 2.7203 2.4954
Si 8.1797 -0.0471 2.7907
Si 5.5366 8.0688 2.9519
Si 8.1835 5.3863 2.6683
Si 5.4897 13.6256 2.6078
Si 8.1584 10.8345 2.702
Si 10.8192 2.739 2.9332
Si 13.618 -0.1922 2.7966
Si 11.0131 8.0854 2.5513
Si 13.6173 5.4848 2.9144
Si 11.0665 13.4773 2.8278
Si 13.7331 10.7275 2.4207
Si 1.3989 4.0497 4.1912
Si 4.0427 1.3789 3.9532
Si 1.3989 9.5407 4.0925
Si 4.097 6.7061 4.1706
Si 1.3626 14.9528 3.9325
Si 4.174 12.3423 4.1154
Si 6.768 4.02 3.9835
Si 9.4648 1.3342 4.1939
Si 6.8782 9.5205 4.1713
Si 9.5761 6.7878 3.9871
Si 6.8135 14.9144 4.082
Si 9.5458 12.1845 4.0691
Si 12.2255 4.1044 4.2088
Si 14.9421 1.245 4.1565
Si 12.3488 9.4681 3.9333
Si 15.0073 6.8738 4.1667
Si 12.3051 14.8691 4.214
Si 15.0145 12.1775 3.886
Si 0.0405 -0.0708 5.4306
Si 2.7613 2.6776 5.4715
Si 0.028 5.4642 5.4821
Si 2.7216 8.1369 5.4512
Si 0.0143 10.9091 5.3989
Si 2.7197 13.659 5.4008
Si 5.4063 0.0029 5.3657
Si 8.0824 2.7115 5.4694
Si 5.4859 5.3733 5.4601
Si 8.2506 8.1328 5.4375
Si 5.4916 10.9183 5.4621
Si 8.1966 13.5756 5.4363
Si 10.8865 -0.0448 5.4785
Si 13.5923 2.6794 5.4781
Si 10.85 5.4713 5.4922
Si 13.6153 8.2038 5.4738
Si 10.9529 10.8129 5.3582
Si 13.7087 13.4965 5.4282
Si 1.3654 1.3295 6.7972
Si 4.0849 4.0707 6.8275
Si 1.3675 6.817 6.8543
Si 4.0935 9.5359 6.7746
Si 1.3696 12.2779 6.7705
Si 4.0613 15.0117 6.7869
Si 6.7359 1.3436 6.8123
Si 9.4747 4.0801 6.8189
Si 6.835 6.7842 6.7805
Si 9.5885 9.5042 6.7804
Si 6.8412 12.2547 6.8289
Si 9.5201 14.9448 6.825
Si 12.2144 1.3514 6.8367
Si 14.9627 4.0814 6.7975
Si 12.2376 6.8342 6.8213
Si 14.9891 9.5715 6.8093
Si 12.2791 12.1897 6.7615
Si 14.9928 14.9333 6.7936
Si -0.0027 2.7233 8.1405
Si 2.7085 0.0138 8.1866
Si -0.0009 8.1905 8.1828
Si 2.721 5.4457 8.2023
Si 0.0083 13.6202 8.1592
Si 2.7444 10.9094 8.1386
Si 5.4066 2.7301 8.1897
Si 8.1461 0.0001 8.1639
Si 5.442 8.1537 8.1278
Si 8.1458 5.4467 8.1853
Si 5.45 13.6397 8.1418
Si 8.204 10.8653 8.1435
Si 10.8431 2.7116 8.1935
Si 13.6122 0.0048 8.1553
Si 10.8876 8.1768 8.1899
Si 13.5968 5.4505 8.1609
Si 10.9146 13.5705 8.1313
Si 13.6216 10.8984 8.1852
Si 1.3075 4.0951 9.5357
Si 4.0206 1.4189 9.5423
Si 1.3922 9.551 9.5172
Si 4.0817 6.8287 9.5505
Si 1.3151 15.0049 9.524
Si 4.109 12.2765 9.5152
Si 6.7543 4.1134 9.5307
Si 9.4802 1.3515 9.5761
Si 6.806 9.5105 9.4814
Si 9.5058 6.8149 9.5246
Si 6.7892 14.9906 9.5372
Si 9.5449 12.2333 9.5095
Si 12.2187 4.0979 9.5271
Si 14.9432 1.4196 9.5256
Si 12.2379 9.5495 9.5226
Si 14.9428 6.8276 9.5319
Si 12.2394 14.9731 9.4937
Si 14.9744 12.2925 9.5278
Si -0.0362 0.0754 10.8874
Si 2.6443 2.7644 10.9258
Si -0.0556 5.4579 10.9108
Si 2.7191 8.1936 10.9318
Si 0.0233 10.9236 10.8367
Si 2.6941 13.6451 10.8268
Si 5.4246 0.0863 10.8463
Si 8.0768 2.7561 10.8897
Si 5.4445 5.4911 10.9317
Si 8.1487 8.1777 10.8712
Si 5.4765 10.8708 10.8694
Si 8.1645 13.5855 10.8607
Si 10.8665 -0.0536 10.9068
Si 13.6054 2.8047 10.9261
Si 10.8366 5.4436 10.877
Si 13.5457 8.1734 10.8736
Si 10.9109 10.914 10.899
Si 13.6248 13.6874 10.8797
Si 1.243 1.4475 12.3122
Si 4.0066 4.159 12.2438
Si 1.2961 6.8249 12.2594
Si 4.1328 9.5422 12.2837
Si 1.4059 12.2481 12.2091
Si 3.9812 15.1204 12.1175
Si 6.7021 1.4501 12.2834
Si 9.4126 4.131 12.2244
Si 6.8229 6.8656 12.3112
Si 9.5374 9.5118 12.2096
Si 6.8537 12.2059 12.2422
Si 9.484 14.8948 12.2918
Si 12.247 1.3704 12.1945
Si 14.8772 4.2348 12.392
Si 12.1627 6.8088 12.238
Si 14.9199 9.5976 12.1263
Si 12.2473 12.3603 12.2173
Si 14.9631 15.0659 12.2669
Si -0.0276 2.9004 13.7326
Si 2.668 0.1091 13.6228
Si -0.2148 8.1447 13.4898
Si 2.7336 5.5775 13.6451
Si 0.0823 13.7099 13.5055
Si 2.7283 10.8417 13.6317
Si 5.2858 2.7938 13.6695
Si 8.0476 -0.0032 13.5309
Si 5.5149 8.2687 13.7173
Si 8.1512 5.4743 13.7071
Si 5.2901 13.6263 13.2897
Si 8.3374 10.8991 13.6427
Si 10.7268 2.6698 13.438
Si 13.6412 0.1152 13.6644
Si 10.819 8.1186 13.6182
Si 13.3883 5.5789 13.7922
Si 10.9205 13.5878 13.7264
Si 13.6306 11.0138 13.505
Si 1.5567 4.1214 15.0364
Si 3.6357 1.7415 15.0411
Si 0.9913 9.65 14.7265
Si 4.3102 6.7151 15.0033
Si 1.6643 14.7601 14.9024
Si 3.8828 12.5354 14.7746
Si 6.4338 4.4089 14.9089
Si 9.625 1.1234 14.8115
Si 7.2338 9.3451 14.9722
Si 9.3316 6.9793 15.1311
Si 6.6345 14.8604 14.6593
Si 10.0629 11.787 15.0728
Si 12.12 3.8283 14.8557
Si 14.6445 1.8302 15.0128
Si 12.2698 9.573 14.7101
Si 14.4595 7.3359 15.0151
Si 11.9987 15.3403 14.8961
Si 15.2984 12.1284 14.7568
Si 13.9359 15.7425 20.1559
Si -16.7217 12.3831 17.705
Si -18.4118 -4.9154 21.7738
Si 1.3469 9.7088 17.6813
Si -8.8656 25.5258 20.524
Si 18.5644 -15.0642 21.5915
Si 1.0401 15.1708 17.895
Si 3.9741 30.9844 18.9559
Si 27.5649 -8.1021 20.2426
Si 16.6721 -8.8361 19.6672
Si 9.5169 15.3961 18.4231
Si -0.2522 5.6533 17.1435
Si 5.213 21.5532 21.6158
Si 11.8422 -1.1735 22.3187
Si -24.8553 6.0521 20.3302
Si 7.9092 18.1677 21.8101
Si -22.6552 6.2487 18.2127
Si 9.3724 -2.6512 20.9503
Si -8.6892 2.3873 16.9382
Si -10.9076 12.367 17.4599
Si 8.2007 -2.8968 16.6218
Si 16.1934 17.5139 19.6573
Si -22.6423 -5.728 21.4276
Si -11.3957 18.4662 21.8668
Si 14.0428 -8.0602 21.3298
Si 0.6087 -3.9392 21.842
Si -12.9117 29.2479 21.3594
Si 0.9235 31.6035 22.8338
Si -1.7027 2.9369 17.7665
Si 3.886 24.5441 17.7178
Si 20.9502 26.4339 21.6148
Si 13.7067 29.2674 19.5525
Si 22.762 -22.8766 17.8888
Si -6.6002 6.5031 22.4461
Si 3.1923 -8.8951 20.5697
Si -8.82 15.2271 22.5323
Si 38.0146 16.5149 17.0392
Si 11.5646 3.6227 17.9192
Si 9.2526 -14.2989 19.2113
Si 12.4684 14.9966 17.8573
O 2.7748 -2.7117 -9.165
O 10.8188 16.4281 -9.2149
O -9.7728 1.2281 -7.3408
O 1.0057 5.035 -8.2048
O -11.4535 17.8584 -1.1008
O -6.8755 -2.1803 -5.0745
O 3.5115 7.3119 -5.5127
O 4.9864 15.8438 -6.0268
O -6.6396 -4.2167 -3.5039
O -7.3102 2.3679 -3.7311
O -2.1023 12.0114 -1.2008
O 10.6187 7.5944 -5.6138
O 4.0864 0.9879 -8.0781
O 12.7897 -2.259 -1.4702
O 6.4015 5.2511 -4.0001
O 1.1041 -7.3012 -8.2708
O -2.9478 2.8429 -9.462
O 15.0758 16.7836 -3.9183
O 0.2622 13.8969 -2.1678
O -9.3911 12.9482 -7.0091
O 22.7257 1.8815 -3.2829
O -15.5792 11.2203 -6.7924
O 5.7798 5.6688 -1.4267
O 11.2107 10.6439 -9.0219
O 9.6222 1.2947 -0.1071
O 11.0359 -0.6599 -6.4643
O 11.3798 3.8492 -8.1849
O 1.864 9.1762 -0.4052
O 0.2914 16.4343 -5.961
O 3.644 23.7207 -8.1622
O 20.5564 11.5616 -3.4541
O 2.5812 19.2455 -8.9743
O 10.9257 9.8206 -4.1632
O 8.7993 7.3532 -1.0358
O 15.6589 11.8212 -3.418
O 3.3743 13.2619 22.9612
O 6.9582 -6.2337 16.3954
O -5.6395 2.4576 18.631
O -8.3815 2.7745 23.1354
O -1.3867 1.7958 16.6284
O -6.8754 12.3437 24.1192
O 3.9927 6.2135 21.2529
O 1.1257 18.0349 20.5132
O -3.2113 12.0458 20.7824
O -2.961 24.8592 15.4612
O 2.9731 9.5707 17.8246
O -7.7771 22.2453 18.8903
O -2.6409 -8.7393 22.7609
O 1.8975 12.5616 20.8933
O 5.3816 5.5483 15.4535
O -7.6488 14.8917 17.1386
O 4.0195 -2.1553 20.5152
O 23.964 9.5871 18.9509
O -6.9138 12.3603 16.4864
O -0.9609 7.6956 20.6097
O -0.811 35.1565 19.0254
O -3.2516 19.4649 18.1915
O 8.2348 32.9411 22.128
O 9.849 6.4598 16.6011
O -7.735 9.8312 21.4742
O -2.8075 -16.6739 18.5951
O 21.803 -7.837 17.8217
O 2.4948 15.1281 18.5724
O 16.9401 8.8629 18.8373
O 24.1902 -2.247 21.4372
O 12.6229 -0.4661 21.0968
O 15.18 12.6527 16.2916
O 16.5104 22.6155 18.5773
O 10.4748 14.469 21.8249
O -3.7916 -2.7833 18.5998
O 5.8014 -17.296 15.9819
O 1.5863 7.2275 20.681
O 0.2944 13.7679 18.1722
O 6.0463 9.7231 21.016
O 8.0927 14.6404 23.8955
O 3.607 -7.4435 21.2124
O -9.4158 9.2788 24.057
O 1.6767 14.8875 24.2085
O 10.5674 7.5324 21.5362
O 2.1463 2.2122 22.9135
O 16.1146 16.361 23.1163
O 14.7048 12.0256 18.6773
O 3.8769 23.4483 24.1316
O 14.5 1.6701 24.1892
O 7.0287 3.6852 16.2331
O 5.9699 15.5726 22.9251
O 4.6407 20.054 21.8164
O -3.8334 3.7445 24.1607
O -3.4989 -8.3125 20.2942
O -8.1263 8.113 15.4395
O 0.8484 11.2963 23.0088
O 4.857 12.0299 15.979
O -7.378 16.7766 19.0181
O 3.7478 1.4166 21.0262
O 12.7279 14.8383 16.2762
O 4.3578 13.3537 18.1059
O 1.0008 4.2838 24.0279
O 21.8364 11.0244 18.3359
O 10.765 21.864 23.2042
O 4.736 10.3598 23.2166
O 8.9135 1.7981 16.1171
O 8.1483 2.8654 18.3828
O 15.2581 -9.5306 16.3343
O 1.0987 -0.9295 16.2906
O -0.9097 6.3265 24.0559
O -4.8227 16.2587 23.4243
O 0.0094 -5.4188 14.9318
O 14.4663 -2.1165 20.224
O 14.1689 9.8247 21.7461
O -1.259 -11.9178 17.3037
O 18.3244 16.0044 21.869
O 10.7813 10.5478 22.8755
O 8.8193 5.566 21.4961
O 7.4833 7.6004 20.6275
O 7.6904 13.6869 15.1152
O -5.2684 5.0479 18.5262

Results
free energy: -229903.037 eV
free energy less fixed offsets of O -570.45, Si -639.56 eV per atom: -3.477 eV

Forces (eV/angstrom), in the order of the atoms: element, x, y, z
Si -0.0305 0.0106 0.0296
Si 0.0606 -0.0046 0.084
Si -0.0129 0.0068 0.0251
Si -0.0183 -0.0204 0.0659
Si -0.0201 -0.0272 0.1103
Si 0.0582 0.0445 0.0718
Si -0.0163 -0.0006 0.088
Si 0.0394 -0.0118 0.021
Si -0.0027 -0.0735 0.0291
Si 0.0082 -0.0013 0.0787
Si 0.0079 0.0443 0.0438
Si -0.0152 0.0147 0.0273
Si -0.0602 0.0178 0.0256
Si -0.0424 0.0038 0.0608
Si -0.0159 0.031 0.133
Si 0.0063 0.0648 0.0922
Si -0.0112 0.0379 0.0859
Si -0.0421 0.0349 0.0824
Si 0.0175 -0.0229 -0.0037
Si 0.0075 -0.0221 -0.046
Si -0.0014 -0.0129 -0.003
Si 0.0082 0.0235 -0.0233
Si -0.0186 0.0206 -0.019
Si -0.0223 0.0173 -0.0554
Si -0.0324 0.0049 -0.0311
Si 0.0034 0.0107 -0.0355
Si -0.0213 -0.0174 -0.0287
Si -0.0275 0.0088 -0.039
Si 0.0045 0.0077 -0.006
Si -0.0167 -0.0485 0.0262
Si 0.0229 0.0001 0.0061
Si 0.003 -0.0046 0.0022
Si -0.0103 0.0169 -0.0498
Si -0.0098 0.0141 -0.0438
Si 0.0526 -0.0356 -0.0558
Si 0.0295 -0.0554 -0.0121
Si -0.0188 0.011 0.0171
Si 0.002 -0.0006 0.014
Si 0.0085 -0.0193 0.032
Si -0.0148 0.0236 0.0469
Si 0.009 -0.0068 -0.009
Si 0.008 0.0001 -0.0086
Si 0.0156 -0.0083 0.0206
Si 0.0406 0.0323 0.0353
Si -0.0336 0.0146 0.019
Si 0.0172 0.0077 0.0063
Si 0.0244 0.0334 0.0094
Si -0.0084 -0.0103 0.0347
Si 0.0184 0.0018 0.0656
Si -0.0168 -0.0149 0.0158
Si -0.0134 -0.0214 0.0054
Si 0.012 -0.0162 0.0224
Si -0.003 0.0022 0.0131
Si 0.0198 0.0149 0.049
Si -0.0036 -0.001 0.0112
Si 0.0076 0.0061 -0.0299
Si 0.003 0.0071 0.0078
Si 0.0558 -0.0144 0.0248
Si -0.007 0.0103 0.0158
Si -0.0172 -0.0047 0.0112
Si -0.0117 -0.0274 -0.0145
Si 0.007 -0.0291 0.0154
Si -0.016 0.0321 0.0018
Si -0.0041 -0.0013 -0.0061
Si 0.0093 -0.0004 -0.0012
Si 0.0057 0.0375 -0.0122
Si -0.0076 0.0026 0.0138
Si 0.033 -0.017 -0.0036
Si 0.0147 0.0293 -0.0091
Si -0.0068 -0.0057 0.0073
Si -0.0062 -0.0509 0.0208
Si -0.0177 0.0087 -0.0152
Si -0.0054 -0.0056 -0.0012
Si -0.0133 0.0039 0.0097
Si 0.0166 -0.0043 0.0262
Si -0.0104 -0.0086 0.0266
Si 0.0005 -0.0066 -0.0056
Si -0.0051 0.0008 0.0003
Si 0.0022 0.0106 -0.0065
Si 0.0259 -0.0111 0.01
Si -0.0205 0.0142 0.0103
Si 0.0089 0.0111 0.0024
Si 0.034 0.016 0.0194
Si 0.0031 -0.0126 0.0247
Si -0.0243 0.0139 0.027
Si -0.0277 -0.0006 0.0299
Si 0.0095 -0.014 0.0047
Si 0.0102 -0.0075 0.002
Si 0.0027 -0.0139 -0.014
Si -0.0017 0.039 0.0087
Si -0.0007 -0.0014 0.0086
Si 0.0209 -0.0294 0.0035
Si -0.0096 0.0058 -0.0035
Si -0.0025 0.0108 -0.0035
Si 0.0074 0.0323 0.0033
Si -0.0228 -0.0141 -0.0066
Si 0.0185 0.0202 0.0036
Si -0.0327 0.0207 0.0131
Si 0.006 -0.0313 -0.0039
Si -0.0122 -0.0178 -0.011
Si 0.0117 -0.0067 0.0019
Si 0.006 0.0025 0.0034
Si 0.0054 -0.0287 -0.0029
Si 0.0173 -0.0013 -0.0014
Si -0.0074 0.0253 0.0108
Si -0.0176 0.0058 -0.0033
Si 0.0095 0.0137 -0.0093
Si 0.0354 -0.044 0.0152
Si 0.0002 -0.0071 -0.0025
Si 0.0089 0.0098 -0.0007
Si 0.0172 0.0023 -0.0011
Si 0.0105 0.0008 -0.0057
Si -0.0161 0.0317 0.0095
Si -0.0135 -0.0118 0.0023
Si -0.0419 -0.0021 -0.0026
Si -0.0162 -0.0317 0.0138
Si 0.0195 0.0107 -0.0059
Si 0.0068 -0.001 -0.0071
Si 0.0165 0.0082 -0.0054
Si 0.0109 0.0168 -0.0104
Si 0.0123 -0.0171 -0.0039
Si -0.0078 0.0132 -0.0074
Si 0.0027 0.0066 0.0033
Si -0.0314 -0.0072 -0.0005
Si -0.0033 -0.0059 -0.0048
Si 0.0158 -0.0024 -0.0081
Si -0.0039 -0.0275 -0.0133
Si 0.0222 0.0083 0.0044
Si -0.0237 0.0272 -0.0116
Si -0.0123 -0.0127 0.0006
Si 0.0037 -0.0189 -0.0104
Si -0.0102 0.0099 -0.0084
Si 0.0093 0.0164 -0.01
Si -0.0174 0.0231 -0.0065
Si 0.025 -0.0068 -0.0049
Si -0.0086 0.0083 -0.0115
Si -0.0016 0.0259 -0.0021
Si 0.0083 -0.0396 -0.0001
Si 0.0069 0.0179 -0.0096
Si 0.0016 -0.0059 -0.017
Si 0.0045 0.0021 -0.0069
Si -0.0088 0.0231 -0.0143
Si 0.0029 -0.0099 0.0006
Si -0.005 0.0103 -0.0259
Si 0.0009 0.0127 -0.0107
Si 0.0222 -0.0201 0.0164
Si -0.0185 0.0115 0.0093
Si 0.0046 0.0211 -0.0033
Si -0.0015 0.0062 -0.002
Si -0.0003 0.0183 0.0188
Si -0.0343 0.0014 0.0097
Si 0.0005 0.0078 -0.0066
Si 0.0092 -0.0202 0.0181
Si -0.0083 -0.0148 0.0048
Si 0.0346 0.0134 -0.0161
Si 0.0162 -0.0148 -0.0198
Si -0.0006 0.0006 -0.0097
Si -0.0264 -0.0121 -0.0061
Si -0.0127 0.0201 0.0067
Si 0.0026 0.021 -0.0082
Si -0.008 0.0028 -0.0038
Si 0.0284 -0.0188 -0.0099
Si 0.027 0.0345 -0.0018
Si 0.0176 0.0147 -0.0235
Si -0.0026 0.0062 0.0039
Si -0.0197 -0.0072 0.0104
Si -0.011 0.0119 -0.0479
Si 0.0171 -0.0231 -0.0179
Si -0.0175 -0.017 -0.0163
Si -0.0115 -0.0203 0.0059
Si 0.0214 -0.0164 -0.049
Si 0.011 0.0016 -0.0205
Si 0.0144 -0.0095 -0.0172
Si 0.016 0.0191 -0.0244
Si 0.0002 0.0154 -0.0157
Si -0.0043 -0.0221 -0.0234
Si 0.0095 0.0106 0.0043
Si 0.0153 0.0198 -0.0211
Si 0.0134 -0.0252 -0.0072
Si -0.0139 0.0038 0.0041
Si -0.0015 -0.0194 0.0233
Si 0.0052 0.0067 -0.0063
Si -0.0149 -0.0138 0.0168
Si 0.004 -0.0285 0.0232
Si -0.0177 0.0038 0.0561
Si -0.0096 -0.0081 0.0002
Si 0.0206 0.0147 0.0051
Si -0.0269 0.0134 0.0025
Si 0.0162 -0.0175 0.0073
Si -0.0018 0.007 0.0097
Si -0.0242 0.0011 -0.0176
Si -0.0569 0.04 0.0257
Si 0.0002 -0.0172 0.0143
Si 0.0106 -0.019 0.0142
Si 0.0215 0.0318 0.0024
Si -0.0226 -0.0302 0.0128
Si -0.0094 0.0307 -0.0051
Si -0.0413 -0.0154 0.0187
Si -0.0093 -0.0358 -0.0862
Si 0.0082 -0.0172 -0.1005
Si 0.0371 0.0194 -0.0741
Si 0.0386 0.0102 -0.1315
Si 0.0177 0.0308 -0.0934
Si -0.0109 0.0161 -0.0219
Si -0.0047 -0.0116 -0.1135
Si 0.0233 -0.0189 -0.0542
Si 0.0121 -0.0196 -0.0942
Si 0.011 0.0174 -0.1038
Si -0.0085 0.009 -0.0029
Si 0.0389 0.0013 -0.064
Si -0.0094 0.0498 -0.0282
Si 0.0093 -0.0293 -0.0952
Si -0.0103 0.0165 -0.0748
Si -0.0226 -0.0389 -0.0691
Si -0.0213 0.0103 -0.0956
Si -0.0384 -0.0245 -0.0743
Si -0.0494 -0.0476 0.0083
Si 0.0166 0.044 -0.0923
Si -0.0013 -0.0131 0.0682
Si -0.018 0.0171 -0.0836
Si 0.0194 0.043 0.0113
Si 0.0086 -0.0264 0.0767
Si 0.0564 0.0065 -0.0773
Si -0.0092 0.0046 -0.0278
Si -0.013 -0.0222 0.0398
Si -0.0481 0.005 -0.0174
Si 0.0153 -0.0432 -0.07
Si -0.0386 -0.0115 -0.0925
Si 0.0137 -0.0285 0.1072
Si 0.0174 -0.0104 0.0694
Si 0.0297 0.0101 0.015
Si -0.04 -0.0025 0.0955
Si 0.0351 -0.0341 -0.1014
Si 0.0389 0.0167 0.0217
Si -0.0168 -0.0296 -0.1334
Si 0.0251 0.037 -0.0946
Si 0.0304 -0.0081 -0.0522
Si 0.0276 -0.0402 0.0033
Si 0.005 0.0025 0.0764
Si 0.0312 -0.0399 0.0588
Si -0.0142 0.0176 0.1146
Si -0.0056 0.0402 0.0453
Si -0.0431 0.0047 0.0652
Si 0.0501 -0.0455 0.0346
Si -0.0294 -0.0243 -0.102
Si 0.02 -0.0276 -0.1209
Si 0.0011 0.0207 0.105
Si -0.0015 0.0302 0.029
Si 0.0246 0.0208 -0.0995
Si 0.0005 0.0076 0.0709
Si 0.061 0.0387 0.0436
Si -0.0353 0.0576 0.097
Si -0.0137 0.009 -0.0927
Si 0.0208 0.0283 -0.0876
Si 0.0075 0.0148 -0.0461
Si -0.0217 -0.008 -0.0894
O -0.0008 0.0036 0.0364
O 0.0065 -0.0162 0.0475
O 0.003 0.0076 0.0503
O 0.0029 0.0539 0.0627
O -0.0227 0.0341 -0.0242
O -0.0199 -0.0351 0.0207
O -0.0133 -0.0355 0.0287
O 0.0174 0.0003 0.0708
O -0.0057 -0.015 -0.0255
O 0.0358 0.0339 -0.0008
O 0.0391 -0.0071 -0.0206
O -0.0037 0.0361 0.0227
O 0.0362 -0.0095 0.0785
O -0.0408 0.0129 -0.0343
O 0.0085 -0.014 -0.0382
O -0.0036 -0.0239 0.108
O 0.0254 0.0167 -0.0012
O 0.0101 0.0229 0.0241
O -0.0263 -0.0141 -0.0213
O 0.0077 0.0054 0.0428
O -0.0022 0.0026 -0.0596
O 0.0153 -0.0219 0.0389
O 0.013 0.0002 -0.0441
O -0.0351 0.0185 0.029
O -0.0082 0.0059 -0.0206
O -0.0128 0.0295 0.0274
O -0.0314 -0.0091 0.0898
O -0.0145 0.0472 -0.0532
O -0.0369 0.02 -0.0012
O -0.0607 0.0364 0.1202
O 0.0218 -0.0136 -0.0468
O -0.0359 0.0357 0.0343
O 0.0076 0.0047 -0.0448
O 0.0239 -0.0384 -0.0425
O 0.0158 -0.01 -0.0527
O 0.0374 -0.0479 -0.0747
O -0.0139 0.0199 0.1259
O 0.0032 -0.0321 0.0497
O -0.0091 0.0177 -0.0766
O -0.0027 0.0121 0.0873
O 0.0049 -0.0214 -0.0271
O -0.033 0.0331 -0.0351
O -0.0262 0.0386 -0.0278
O -0.0132 0.0226 -0.0413
O 0.0536 -0.0399 0.0478
O -0.0036 0.036 0.0149
O -0.0436 -0.0066 0.0187
O -0.0274 0.0052 -0.0991
O 0.0124 -0.0005 -0.045
O -0.02 0.0025 0.0501
O 0.0216 0.0439 0.0298
O 0.008 0.0186 0.0104
O 0.047 -0.0104 0.0009
O -0.0288 -0.0159 0.0524
O 0.0319 -0.0336 -0.0392
O 0.0049 0.02 0.0358
O -0.0013 -0.0071 0.035
O 0.0147 -0.0057 -0.0435
O 0.0049 -0.0094 0.0982
O -0.0141 -0.0071 -0.0172
O 0.019 0.0149 0.0002
O -0.0223 -0.0133 0.038
O 0.0003 -0.0059 0.0334
O -0.0003 0.0133 0.0431
O -0.0063 -0.0227 -0.0525
O -0.0075 0.0236 -0.0137
O 0.0153 0.0119 0.1025
O 0.0295 0.0123 0.0647
O -0.0137 -0.0066 -0.0256
O -0.0036 -0.0432 0.0316
O -0.0394 0.0195 0.0045
O -0.0076 -0.0167 0.0059
O -0.0294 -0.0364 0.0728
O -0.005 -0.0046 -0.0172
O -0.0083 0.0072 -0.0592
O -0.025 -0.0236 -0.0256
O -0.0029 0.009 -0.037
O -0.0649 0.0157 0.0287
O 0.0248 0.0112 -0.0094
O 0.0169 -0.0076 -0.0734
O -0.0083 0.0434 -0.015
O -0.0001 -0.0294 0.0162
O 0.0134 -0.0124 -0.0528
O 0.0868 -0.0785 -0.058
O 0.0213 -0.0096 0.0986
O -0.0298 -0.0627 -0.0512
O -0.0075 0.0209 -0.0116
O -0.0219 0.0381 -0.0834
O 0.02 -0.0035 -0.0383
O -0.0252 0.019 0.0465
O 0.0138 -0.0106 -0.0439
O 0.0258 -0.0196 0.0894
O -0.0037 0.0141 0.0296
O -0.0164 -0.0064 -0.045
O 0.0341 -0.0259 0.072
O -0.0338 -0.0303 0.0067
O 0.012 -0.0555 -0.0427
O -0.0279 -0.0281 0.0552
O -0.0029 0.0044 -0.0849
O -0.0398 -0.0006 -0.0949
O -0.0155 0.0428 0.0585
O 0.0115 0.0165 0.0637
O 0.0448 0.0034 0.08
O -0.0353 0.0207 0.0697
O -0.0376 0.0223 -0.0531
O 0.0586 0.0068 -0.064
O 0.0057 -0.0269 0.0024
O 0.0442 -0.0033 -0.011
O 0.0019 -0.0148 -0.0111
O -0.007 -0.0018 0.0166
O 0.0055 0.0045 -0.0421
O -0.0102 -0.0223 -0.097
O -0.0205 -0.0294 -0.0271
O -0.0176 0.0069 -0.0058
O 0.065 -0.0797 0.0064
O 0.0098 0.012 0.0442

The program warned: the cutoff lies below the one the program advises for these potential files; the forces do not sum to zero within the program's tolerance; empty levels may hold ghost states of the PAW files; the exchange-correlation potential is rough where the density is thin.
